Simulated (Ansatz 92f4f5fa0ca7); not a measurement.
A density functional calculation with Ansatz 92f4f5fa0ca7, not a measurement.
Periodic cell of 294 atoms, Si196O98, from a study of silicon, its oxide and their interface. The atomic structure is a simulated model.
Doubt: the cutoff is far below the 930 eV that the study's wrapper takes by default for these files, so forces and energies are approximate.
This geometry differs little from another in the collection (a relaxation step or a small displacement).

Settings
functional: PBE
potential files: Ansatz PAW
basis: plane waves
wave-function cutoff: 580 eV
density cutoff ratio: 5
exchange-correlation grid ratio: 1
k mesh: 1 x 1 x 1, Gamma-centred
self-consistency stop: 5e-08 eV per atom in the density residual
occupations: fixed
spin: none
net charge: 0

Cell vectors (angstrom)
a, 11.6015, 0, 0
b, 0, 10.938, 0
c, 0, 0, 41.1687

Atoms: element, x, y, z (angstrom)
Si, 0, 0, 0.9665
Si, 3.8672, 0, 0.9665
Si, 7.7343, 0, 0.9665
Si, 1.9336, 1.3673, 0.9665
Si, 5.8008, 1.3673, 0.9665
Si, 9.6679, 1.3673, 0.9665
Si, 0, 5.469, 0.9665
Si, 3.8672, 5.469, 0.9665
Si, 7.7343, 5.469, 0.9665
Si, 1.9336, 6.8362, 0.9665
Si, 5.8008, 6.8362, 0.9665
Si, 9.6679, 6.8362, 0.9665
Si, 1.9336, 2.7345, 40.2016
Si, 5.8008, 2.7345, 40.2016
Si, 9.6679, 2.7345, 40.2016
Si, 0, 4.1018, 40.2016
Si, 3.8672, 4.1018, 40.2016
Si, 7.7343, 4.1018, 40.2016
Si, 1.9336, 8.2035, 40.2016
Si, 5.8008, 8.2035, 40.2016
Si, 9.6679, 8.2035, 40.2016
Si, 0, 9.5708, 40.2016
Si, 3.8672, 9.5708, 40.2016
Si, 7.7343, 9.5708, 40.2016
Si, 0, 0, 4.8337
Si, 3.8672, 0, 4.8337
Si, 7.7343, 0, 4.8337
Si, 1.9336, 1.3673, 4.8337
Si, 5.8008, 1.3673, 4.8337
Si, 9.6679, 1.3673, 4.8337
Si, 0, 5.469, 4.8337
Si, 3.8672, 5.469, 4.8337
Si, 7.7343, 5.469, 4.8337
Si, 1.9336, 6.8362, 4.8337
Si, 5.8008, 6.8362, 4.8337
Si, 9.6679, 6.8362, 4.8337
Si, 1.9336, 2.7345, 2.9001
Si, 5.8008, 2.7345, 2.9001
Si, 9.6679, 2.7345, 2.9001
Si, 0, 4.1018, 2.9001
Si, 3.8672, 4.1018, 2.9001
Si, 7.7343, 4.1018, 2.9001
Si, 1.9336, 8.2035, 2.9001
Si, 5.8008, 8.2035, 2.9001
Si, 9.6679, 8.2035, 2.9001
Si, 0, 9.5708, 2.9001
Si, 3.8672, 9.5708, 2.9001
Si, 7.7343, 9.5708, 2.9001
Si, 0.0438, 0.0808, 30.5109
Si, 1.9129, 1.5305, 30.5285
Si, 7.7553, -0.0092, 30.3239
Si, 3.9666, 0.5209, 30.1782
Si, 5.9954, 1.6178, 30.4821
Si, 9.6678, 1.4107, 30.4575
Si, 0.5028, 5.5744, 30.3783
Si, 4.0365, 5.3749, 30.777
Si, 7.3464, 6.1126, 29.0045
Si, 2.3541, 7.0431, 30.5908
Si, 6.3098, 6.039, 31.094
Si, 10.1009, 6.64, 29.8196
Si, 1.837, 2.7792, 32.5234
Si, 5.7966, 2.7434, 32.578
Si, 9.5521, 2.96, 32.2931
Si, -0.0082, 4.2292, 32.3528
Si, 3.8085, 4.0243, 32.6468
Si, 7.5219, 4.3339, 32.4587
Si, 2.0186, 8.2678, 32.5436
Si, 6.019, 7.9796, 32.5085
Si, 9.6938, 8.29, 32.5234
Si, 0.0735, 9.6148, 32.4336
Si, 4.0794, 9.3465, 32.5395
Si, 7.7582, 9.6079, 32.3656
Si, -0.039, 0.05, 34.3595
Si, 3.9267, -0.0282, 34.3688
Si, 7.7678, 0.0342, 34.3275
Si, 1.9352, 1.3216, 34.3779
Si, 5.8285, 1.3514, 34.4494
Si, 9.6419, 1.4911, 34.2631
Si, -0.0014, 5.5054, 34.3646
Si, 3.899, 5.4913, 34.4762
Si, 7.7696, 5.4839, 34.4932
Si, 1.9547, 6.8263, 34.4112
Si, 5.8583, 6.8199, 34.5327
Si, 9.6831, 6.8825, 34.4431
Si, 1.9447, 2.7194, 36.3161
Si, 5.8201, 2.7456, 36.3555
Si, 9.6884, 2.7165, 36.3079
Si, 0.0098, 4.1015, 36.3005
Si, 3.8754, 4.0923, 36.3615
Si, 7.7695, 4.0773, 36.3694
Si, 1.9192, 8.2218, 36.327
Si, 5.8104, 8.2525, 36.3771
Si, 9.6725, 8.2325, 36.3654
Si, -0.0172, 9.6043, 36.3121
Si, 3.859, 9.5762, 36.3312
Si, 7.7557, 9.6052, 36.3012
Si, 0, 0, 38.268
Si, 3.8672, 0, 38.268
Si, 7.7343, 0, 38.268
Si, 1.9336, 1.3673, 38.268
Si, 5.8008, 1.3673, 38.268
Si, 9.6679, 1.3673, 38.268
Si, 0, 5.469, 38.268
Si, 3.8672, 5.469, 38.268
Si, 7.7343, 5.469, 38.268
Si, 1.9336, 6.8362, 38.268
Si, 5.8008, 6.8362, 38.268
Si, 9.6679, 6.8362, 38.268
Si, 1.941, 2.7055, 6.7806
Si, 5.8022, 2.6974, 6.7822
Si, 9.6522, 2.7173, 6.738
Si, 0.0031, 4.0512, 6.7191
Si, 3.865, 4.0827, 6.786
Si, 7.7223, 4.0574, 6.7212
Si, 1.9132, 8.1912, 6.8009
Si, 5.7627, 8.2083, 6.7819
Si, 9.6327, 8.2466, 6.7329
Si, -0.0067, 9.5753, 6.7855
Si, 3.8274, 9.5869, 6.7856
Si, 7.6903, 9.5703, 6.7727
Si, -0.0246, 0.0273, 8.7267
Si, 3.8591, 0.0141, 8.7405
Si, 7.7356, -0.1105, 8.786
Si, 1.8914, 1.4472, 8.8017
Si, 5.803, 1.3175, 8.7237
Si, 9.6115, 1.303, 8.628
Si, -0.0845, 5.4828, 8.5609
Si, 3.848, 5.4666, 8.716
Si, 7.7026, 5.4098, 8.6286
Si, 1.8896, 6.7937, 8.7468
Si, 5.8095, 6.7695, 8.6732
Si, 9.6099, 6.8018, 8.5729
Si, 1.6939, 3.0977, 10.5961
Si, 5.6434, 2.6778, 10.6415
Si, 9.4893, 2.6819, 10.4906
Si, -0.3501, 4.2902, 10.5427
Si, 3.8052, 4.2022, 10.709
Si, 7.5821, 4.0573, 10.5508
Si, 1.9844, 8.2817, 10.6
Si, 5.9631, 7.9836, 10.6869
Si, 9.8444, 7.8857, 10.6323
Si, -0.0127, 9.4811, 10.5817
Si, 4.0831, 9.4088, 10.5219
Si, 7.8858, 9.3221, 10.7155
Si, -0.3604, 0.5334, 13.1008
Si, 3.5893, -0.4828, 12.5241
Si, 7.6544, -0.2168, 12.6054
Si, 1.5184, 1.7677, 12.4713
Si, 5.8974, 1.3403, 12.6274
Si, 9.2464, 1.5368, 12.5497
Si, 0.1889, 6.0801, 14.0018
Si, 4.2847, 5.4538, 12.7355
Si, 8.1063, 5.2021, 12.5826
Si, 2.2311, 7.9403, 12.9131
Si, 6.2602, 6.7584, 12.791
Si, 10.3601, 5.9197, 12.0723
O, 3.3192, 6.7452, 12.9941
O, 8.4338, 3.0868, 15.3288
O, -0.167, 10.8362, 14.63
O, 2.4023, 11.409, 11.9448
O, 0.9796, 7.5211, 13.8952
O, 8.5637, 8.9642, 18.5813
O, 10.7042, 6.1223, 15.2198
O, 7.6007, 9.9812, 14.134
O, 2.9192, 9.3214, 13.5328
O, -0.2935, -0.761, 12.0839
O, 3.9473, 4.4708, 14.014
O, 16.2146, 0.5314, 13.3262
O, 1.0078, 4.7676, 29.0096
O, -3.7469, 10.1319, 28.8209
O, 8.9288, 5.6531, 29.206
O, 2.6395, 7.941, 29.1905
O, 11.7176, 10.1498, 29.0854
O, -25.2793, 18.1519, 31.2481
O, 6.5223, 5.086, 28.0216
O, 9.7647, 2.3168, 29.0636
O, 15.3681, 11.201, 28.567
O, 6.301, 2.7933, 29.3408
O, 3.7019, 4.4063, 29.4402
O, -1.2972, 7.8982, 28.7986
Si, 6.4796, 3.4588, 27.8709
Si, 3.2224, 9.9016, 19.5354
Si, 11.7785, 1.663, 24.2505
Si, 2.4174, 8.0813, 27.5632
Si, 6.3679, 3.251, 20.3414
Si, 2.8578, 1.9377, 16.8788
Si, 6.5763, 6.3931, 20.0525
Si, 5.3656, 10.3466, 22.8936
Si, 3.9742, 5.4117, 23.3083
Si, 7.9774, 3.1071, 13.7671
Si, 5.2064, 10.7932, 17.2627
Si, 11.3344, 4.2056, 25.7088
Si, 6.486, 3.4503, 23.4681
Si, -1.1699, 5.7776, 16.7799
Si, 8.0788, 7.7246, 17.6762
Si, 11.8954, 10.5397, 18.8263
Si, 9.2289, 9.7319, 19.8372
Si, 7.8625, 1.2016, 18.6112
Si, 0.1471, 11.6118, 16.0299
Si, 7.1196, 9.0625, 27.7925
Si, 2.3507, 3.898, 28.6616
Si, 9.5756, 14.5716, 23.4736
Si, 2.5465, 3.853, 14.5782
Si, 10.0926, -0.0618, 25.8253
Si, 4.394, 10.3142, 27.3685
Si, 7.7638, 9.4489, 24.6251
Si, 9.4498, 2.6099, 27.5001
Si, 6.6756, 9.0048, 15.0925
Si, 9.5484, 2.7909, 16.4735
Si, 4.9379, 12.8523, 25.6859
Si, 3.0886, 12.1663, 23.6138
Si, 4.4017, 12.3048, 21.0796
Si, 4.3746, 7.8627, 21.524
Si, 11.9652, 5.22, 19.0401
Si, 10.6493, 5.5711, 21.6397
Si, 8.614, 7.7566, 22.1401
Si, 1.8155, 4.6022, 21.2802
Si, 1.1803, 2.4626, 19.3992
Si, 2.3859, 5.3602, 26.1107
Si, 11.1923, 9.0188, 28.0359
O, 10.3163, 4.6456, 24.5214
O, 3.1685, 5.2054, 24.6991
O, 5.9244, 2.2372, 24.4172
O, 5.5572, 9.8842, 15.9328
O, 6.972, 6.9239, 18.5635
O, 3.2068, 9.3289, 26.8484
O, 2.6599, 4.0645, 27.0729
O, 0.7608, 5.4437, 25.9248
O, 4.9253, 13.4578, 20.0604
O, 1.479, 12.1614, 23.3692
O, 4.3995, 9.8698, 18.3801
O, 7.4735, 9.0765, 26.1942
O, 3.7235, 13.0135, 22.3781
O, 9.0574, 10.4319, 24.6566
O, 8.067, 8.1581, 23.6411
O, 6.6771, 3.0315, 21.9175
O, 12.4375, 8.307, 27.2811
O, 8.9126, 1.6994, 17.4796
O, 5.2778, 2.995, 26.8616
O, 10.8538, 9.6552, 19.7009
O, 1.7382, 11.9036, 16.1956
O, 10.9371, 2.1032, 15.9421
O, 0.2149, 3.6094, 18.7552
O, 3.877, 10.7019, 23.5457
O, 11.4874, 11.2276, 25.0765
O, 11.963, 1.0738, 19.5299
O, 13.384, 5.4498, 19.8504
O, 5.4856, 4.7737, 23.5168
O, 11.3165, 10.6728, 17.2944
O, 5.5314, 9.326, 27.957
O, 3.2052, 4.6715, 22.0773
O, 1.2811, 4.885, 14.3635
O, 2.4728, 2.2532, 18.4288
O, 6.4049, 4.7985, 19.9427
O, 10.2605, 9.6661, 26.8831
O, 6.4257, 2.4886, 13.7344
O, 3.4229, 1.961, 25.0476
O, 5.0815, 11.3305, 26.2869
O, 1.7625, 9.8347, 18.8148
O, 3.908, 6.9803, 22.8291
O, 5.1002, 6.9397, 20.4192
O, -0.8645, 5.7275, 20.011
O, 8.6523, 11.2421, 19.7165
O, 7.9044, 3.0205, 27.2389
O, 6.5196, 10.3118, 24.0264
O, 3.2631, 8.6941, 20.65
O, 5.6469, 11.3991, 21.6668
O, 0.2357, 5.9839, 17.6144
O, 9.8697, 4.2758, 17.0408
O, 8.8337, -1.8044, 21.2948
O, 4.2863, 12.0836, 16.833
O, 10.4063, 2.1911, 23.4719
O, 12.1732, 5.2121, 22.1796
O, 1.5871, 3.0239, 20.8794
O, 7.5392, 8.2402, 16.2382
O, 5.4274, 8.8932, 22.1898
O, 10.0286, -4.0047, 22.2931
O, 7.6077, 6.7984, 21.2623
O, 3.333, 11.3176, 20.3495
O, 6.5958, 0.4107, 17.9389
O, 8.0258, 3.6434, 23.9788
O, 12.2009, 2.8943, 25.2361
O, 9.677, 4.2969, 21.9847
O, 7.4535, 2.5476, 19.3942
O, 2.8501, 3.3888, 16.1147
O, 9.6187, 1.2753, 26.598
O, 10.4626, 3.7981, 27.0262
O, 14.5147, 6.7227, 26.8218
O, 13.8029, 2.4855, 13.7737
O, 7.4005, 7.5581, 28.2902
O, 15.8041, -11.8041, 31.0337
O, 13.5563, 2.3754, 29.0744
O, 6.0908, 7.8323, 14.0804
O, 9.3384, 6.7827, 17.3688

Results
free energy: -180329.465 eV
free energy less fixed offsets of O -568.88, Si -635.61 eV per atom: 0.335 eV

Forces (eV/angstrom), in the order of the atoms: element, x, y, z
Si, 0.009, 0.0509, -0.0087
Si, -0.0065, 0.039, -0.0011
Si, 0.0023, 0.0686, -0.0061
Si, 0.0035, -0.043, 0.0078
Si, -0.0059, -0.0251, 0.0091
Si, -0.0025, -0.0373, -0.0125
Si, -0.0049, 0.034, -0.0145
Si, -0.0006, 0.0318, 0.0104
Si, -0.0022, 0.009, -0.0027
Si, 0.0023, -0.0635, 0.0051
Si, 0.0038, -0.027, 0.0175
Si, -0.0011, -0.0134, -0.0032
Si, -0.0039, 0.055, -0.0246
Si, 0.0026, 0.0167, -0.0039
Si, 0.0055, 0.0733, -0.0394
Si, 0.0014, -0.0423, 0.0009
Si, -0.0036, 0.0113, 0.0526
Si, 0.0027, 0.0055, 0.0253
Si, 0.0003, 0.0463, 0.0212
Si, -0.0064, -0.0163, 0.0358
Si, 0.0165, 0.0002, 0.0183
Si, 0.0015, -0.07, -0.0256
Si, 0.0066, -0.045, -0.0135
Si, 0.0074, -0.0935, -0.0331
Si, 0.0229, 0.0142, 0.0645
Si, -0.0568, -0.0083, -0.0073
Si, -0.0857, 0.1176, 0.0699
Si, 0.0479, -0.1151, -0.0049
Si, -0.0227, -0.1035, -0.0361
Si, 0.0016, -0.1828, -0.215
Si, 0.0078, -0.0256, -0.1324
Si, 0.0513, -0.0767, 0.1312
Si, -0.0272, 0.0435, -0.067
Si, -0.0252, -0.0302, 0.1943
Si, -0.0773, 0.0085, 0.0944
Si, -0.007, 0.0067, -0.0304
Si, -0.0051, 0.0597, 0.0199
Si, -0.0198, 0.0493, 0.0306
Si, 0.0003, 0.0175, -0.0073
Si, -0.0038, 0.0099, -0.0445
Si, -0.0084, -0.0365, -0.0087
Si, -0.0125, 0.0046, -0.0288
Si, 0.0054, 0.0641, -0.0088
Si, -0.0137, 0.0303, -0.0085
Si, 0.0044, -0.009, -0.035
Si, -0.0062, -0.0602, 0.0335
Si, 0.007, -0.0492, 0.0259
Si, -0.0082, -0.0813, 0.0333
Si, 0.0631, 0.037, -0.0748
Si, 0.0364, -0.0737, -0.0246
Si, -0.008, -0.0096, -0.0728
Si, -0.0096, -0.0285, 0.0678
Si, -0.0033, -0.0085, -0.0297
Si, -0.0049, -0.0028, -0.0361
Si, -0.1055, 0.036, -0.069
Si, 0.0142, -0.0113, -0.0719
Si, -0.0602, 0.0023, -0.0181
Si, 0.0522, 0.0389, -0.1216
Si, 0.01, -0.0104, 0.0124
Si, 0.0439, -0.0047, 0.0064
Si, -0.0508, -0.0815, -0.0203
Si, -0.0148, -0.0261, -0.0389
Si, -0.0019, -0.0538, 0.0191
Si, -0.0649, 0.076, 0.011
Si, 0.0346, 0.0241, 0.0138
Si, -0.0162, 0.064, -0.0205
Si, 0.0388, -0.0315, 0.0132
Si, -0.0853, -0.0149, -0.0051
Si, 0.0739, -0.1899, -0.1269
Si, -0.0934, 0.001, 0.0076
Si, -0.0088, 0.3443, -0.2546
Si, 0.0051, 0.0385, -0.0301
Si, -0.0015, 0.0037, -0.0064
Si, 0.017, -0.095, -0.059
Si, -0.0475, -0.0001, 0.0398
Si, 0.0448, -0.0053, 0.0171
Si, 0.0135, 0.0082, 0.01
Si, 0.0308, 0.0431, -0.0084
Si, 0.0065, -0.0243, 0.0033
Si, 0.0192, -0.0422, 0.0101
Si, 0.0272, -0.0304, 0.0096
Si, -0.041, 0.0082, 0.0426
Si, 0.0265, 0.0106, 0.0263
Si, 0.0006, 0.0581, -0.0284
Si, 0.003, -0.0144, -0.0355
Si, 0.0139, -0.0155, -0.0191
Si, 0.0009, 0.0065, 0.0023
Si, 0.0163, 0.0149, -0.0259
Si, -0.0058, -0.024, 0.0097
Si, -0.0083, 0.0062, -0.0192
Si, -0.0084, -0.0121, -0.0003
Si, 0.0003, -0.0156, 0.0046
Si, -0.0075, -0.0309, -0.0156
Si, 0.0097, 0.0184, 0.0012
Si, -0.0053, 0.0375, 0.0165
Si, -0.0088, 0.0283, 0.0097
Si, 0.003, 0.0914, -0.0078
Si, -0.0446, 0.0831, -0.0259
Si, 0.0213, 0.1333, -0.1174
Si, -0.014, -0.0173, -0.0197
Si, 0.0232, -0.0532, 0.0904
Si, 0.0675, -0.0777, -0.1074
Si, 0.0241, -0.045, -0.1863
Si, -0.0087, 0.0402, 0.1021
Si, 0.0446, 0.0457, 0.0971
Si, -0.061, 0.0455, -0.0742
Si, 0.0506, 0.0365, 0.0993
Si, -0.0138, -0.0072, 0.0919
Si, 0.0183, -0.0343, 0.0351
Si, -0.0047, 0.0029, 0.0036
Si, 0.0092, -0.0166, 0.0237
Si, 0.0164, 0.0031, -0.0144
Si, -0.0022, 0.0097, -0.0116
Si, -0.0005, 0.0071, 0.002
Si, -0.0045, -0.0323, 0.0133
Si, 0.0018, -0.0206, 0.0006
Si, -0.0111, -0.0098, -0.016
Si, -0.0013, 0.0406, 0.0147
Si, -0.0071, 0.018, 0.0294
Si, -0.0192, 0.025, 0.0014
Si, 0.0407, -0.0469, 0.0422
Si, -0.0396, 0.0254, -0.0556
Si, 0.0284, -0.0077, -0.0022
Si, -0.0317, 0.0036, -0.0081
Si, 0.0494, -0.0139, 0.0029
Si, 0.0046, -0.0085, 0.022
Si, 0.0319, -0.0275, 0.0221
Si, 0.0221, -0.0221, 0.0022
Si, 0.0041, -0.0085, -0.0481
Si, -0.0267, 0.0208, -0.0364
Si, -0.0522, 0.0478, -0.0255
Si, -0.0215, 0.0069, 0.002
Si, 0.0397, -0.0288, -0.0065
Si, -0.066, -0.0129, 0.026
Si, 0.0627, 0.0364, 0.0074
Si, -0.0636, -0.0341, -0.0499
Si, -0.0016, 0.0319, 0.0097
Si, 0.0472, 0.0056, 0.065
Si, 0.0416, 0.0084, -0.0175
Si, 0.0741, -0.0822, 0.039
Si, 0.0745, 0.0097, 0.0303
Si, -0.1572, 0.2329, 0.1856
Si, -0.0516, 0.0295, 0.0373
Si, 0.0164, 0.0319, 0.0227
Si, 0.1981, -0.0925, 0.1313
Si, -0.0435, -0.015, 0.0807
Si, 0.0522, -0.091, 0.0925
Si, -0.0206, -0.0245, -0.0171
Si, 0.0591, 0.1221, 0.1768
Si, -0.1518, 0.0245, 0.0112
Si, -0.0378, -0.0393, 0.0486
Si, 0.0136, 0.009, 0.0117
Si, -0.0551, -0.0045, 0.026
Si, 0.0614, 0.0008, 0.12
Si, 0.0604, 0.0121, -0.014
Si, -0.0246, 0.0287, 0.033
O, -0.0429, 0.0303, -0.0609
O, 0.036, -0.0111, -0.0358
O, -0.0282, 0.0955, -0.1786
O, -0.0056, 0.1096, 0.0622
O, 0.0098, -0.0187, -0.0513
O, -0.0177, -0.0178, -0.015
O, -0.0014, -0.0069, -0.0266
O, -0.0282, 0.0387, -0.073
O, 0.0104, 0.0021, -0.0854
O, 0.0209, -0.2137, -0.2788
O, -0.0007, -0.0521, 0.0095
O, 0.0751, 0.0008, -0.1174
O, 0.0581, -0.0162, 0.0643
O, 0.002, 0.0275, 0.0525
O, 0.0316, -0.0181, 0.0531
O, -0.0141, -0.0289, 0.041
O, -0.0207, -0.0012, 0.0616
O, -0.0061, 0.1051, 0.0925
O, -0.0032, -0.0359, 0.0242
O, 0.0048, 0.0129, 0.0351
O, 0.0214, -0.067, 0.0725
O, 0.0285, -0.004, 0.0585
O, -0.0018, 0.0498, 0.1146
O, 0.028, 0.0287, 0.0423
Si, -0.0023, 0.0154, -0.034
Si, -0.0014, 0.0289, -0.0227
Si, -0.0236, -0.0117, 0.0396
Si, -0.0219, -0.0512, -0.0801
Si, 0.0034, -0.0191, -0.0073
Si, -0.0006, -0.0248, 0.0511
Si, 0.0089, 0.0018, -0.0048
Si, 0.0017, 0.0076, 0.0225
Si, -0.0198, -0.0046, 0.0169
Si, 0.019, 0.0178, 0.0349
Si, -0.0011, 0.039, 0.0636
Si, 0.038, -0.0297, -0.036
Si, 0.001, -0.0216, -0.0064
Si, 0.0109, 0.0182, 0.0279
Si, 0.031, 0.003, 0.0337
Si, 0.0007, 0.0251, -0.0009
Si, 0.0176, 0.0078, -0.011
Si, -0.0062, -0.0125, 0.0144
Si, -0.0263, -0.0122, -0.0091
Si, -0.023, -0.06, -0.0646
Si, -0.0295, -0.0964, -0.1215
Si, 0.0322, -0.0169, 0.009
Si, -0.022, -0.0681, 0.009
Si, 0.0414, 0.0065, -0.0595
Si, 0.0136, 0.0325, -0.0086
Si, 0.0397, 0.0508, -0.0132
Si, 0.0137, -0.042, -0.0594
Si, 0.0029, -0.0056, 0.0025
Si, -0.0333, 0.0223, -0.0372
Si, -0.0199, -0.0004, -0.0176
Si, -0.025, -0.0056, 0.0138
Si, -0.0125, -0.0216, -0.0076
Si, 0.013, 0.0256, 0.0057
Si, -0.0277, -0.0179, -0.0343
Si, 0.0058, -0.0185, -0.0047
Si, 0.0032, 0.0336, 0.0106
Si, -0.0248, -0.0305, -0.0087
Si, -0.0191, -0.0071, 0.0048
Si, -0.0177, 0.0524, -0.0088
Si, -0.0134, -0.0107, -0.0512
O, -0.0185, -0.0007, 0.0021
O, 0.0168, 0.0018, 0.0026
O, -0.0003, 0.0205, 0.0022
O, 0.0001, -0.0119, -0.0677
O, -0.0028, -0.0143, 0.0048
O, -0.0255, -0.0235, 0.0545
O, 0.0017, 0.0178, 0.0151
O, -0.0008, -0.0105, 0.0174
O, -0.001, -0.0011, 0.0014
O, 0.0233, 0.003, -0.0092
O, -0.0048, -0.01, 0.0044
O, 0.0052, 0.0065, 0.0429
O, 0.0048, 0.0146, -0.014
O, -0.0271, -0.0091, 0.0058
O, 0.0038, -0.0349, -0.0135
O, 0.0046, -0.0063, 0.0148
O, 0.0077, 0.0089, 0.0623
O, 0.0027, 0.0128, -0.006
O, 0.0136, -0.0018, 0.0228
O, -0.0082, -0.0111, -0.0014
O, 0.0148, 0.0025, -0.0203
O, -0.0234, 0.0416, 0.0201
O, 0.0165, 0.0089, 0.0128
O, 0.0064, -0.0039, -0.0073
O, 0.0027, 0.0207, 0.0027
O, 0.003, 0.0036, -0.0055
O, 0.0053, 0.0005, 0.013
O, 0.0052, 0.0138, -0.0039
O, 0.0011, -0.0017, 0.0016
O, -0.024, 0.003, 0.0438
O, 0.0175, 0.0063, 0.0079
O, 0.0125, -0.0066, -0.0141
O, 0.0086, 0.005, -0.0198
O, -0.0096, 0.0277, -0.006
O, 0.0038, -0.0214, 0.0699
O, -0.0293, -0.0483, -0.1388
O, 0.0197, -0.0015, -0.0008
O, -0.007, -0.0007, 0.0345
O, 0.0115, -0.0086, 0.004
O, -0.0049, -0.0187, -0.02
O, -0.0001, 0.0026, -0.0114
O, 0.002, 0.0071, 0.0091
O, 0.0021, 0.0056, -0.0061
O, -0.0272, -0.0063, 0.0427
O, -0.0135, -0.0156, -0.0065
O, 0.0004, -0.0287, 0.0108
O, -0.0137, -0.0013, -0.0094
O, -0.0161, -0.016, 0.01
O, -0.0025, -0.0391, -0.0215
O, -0.0023, -0.018, 0.0201
O, -0.0025, 0.0019, -0.0397
O, -0.0179, 0.0195, -0.0193
O, 0.0043, 0.0111, 0.0101
O, 0.0166, 0.0213, 0.0097
O, 0.0119, -0.0047, -0.012
O, -0.01, -0.0108, -0.0108
O, -0.0041, 0.0066, 0.0004
O, 0.0093, -0.0083, -0.0008
O, 0.0201, 0.0107, 0.0042
O, -0.0097, -0.0048, -0.0179
O, -0.008, -0.0012, 0.0034
O, -0.0146, 0.0113, 0.0158
O, 0.0033, 0.0071, -0.0137
O, -0.0051, 0.0139, -0.0029
O, -0.0048, 0.0452, -0.082
O, -0.0133, 0.0248, 0.0498
O, 0.0136, 0.0227, 0.039
O, 0.0026, -0.0103, 0.0549
O, 0.0059, 0.024, -0.0425
O, -0.004, 0.0469, 0.0181
O, 0.0228, -0.1079, 0.1885
O, -0.0088, 0.1297, 0.0322
O, -0.0066, 0.0061, -0.0363
O, 0.0035, 0.0123, -0.0145

The program warned: the cutoff lies below the one the program advises for these potential files; the forces do not sum to zero within the program's tolerance; the exchange-correlation potential is rough where the density is thin.
